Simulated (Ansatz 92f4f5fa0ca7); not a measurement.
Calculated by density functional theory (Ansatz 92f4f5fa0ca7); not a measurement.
Periodic cell of 223 atoms, Si132O89H2, from a study of silicon, its oxide and their interface. The atomic structure is a simulated model.
Doubt: the cutoff is far below the 930 eV that the study's wrapper takes by default for these files, so forces and energies are approximate.
This geometry differs little from another in the collection (a relaxation step or a small displacement).

Settings: functional PBE; potential files Ansatz PAW; basis plane waves; wave-function cutoff 580 eV; density cutoff ratio 5; exchange-correlation grid ratio 1; k mesh 1 x 1 x 1, Gamma-centred; self-consistency stop 5e-08 eV per atom in the density residual; occupations fixed; spin none; net charge 0.

Cell vectors (angstrom)
a, 10.938, 0, 0
b, 0, 10.938, 0
c, 0, 0, 32.4785

Atoms: element, x, y, z (angstrom)
Si, -0.2971, 0.2154, 25.0401
Si, 5.7008, -0.2611, 24.9476
Si, 2.4098, 2.9493, 25.0954
Si, 8.3682, 2.3921, 25.0087
Si, 0.175, 5.1505, 25.0602
Si, 5.1046, 5.6063, 24.9916
Si, 2.9239, 7.8857, 24.9824
Si, 7.897, 8.3978, 24.9454
Si, 1.2822, 1.3468, 26.3769
Si, 6.8128, 1.2796, 26.3559
Si, 4.013, 4.0845, 26.3909
Si, 9.5088, 4.0181, 26.3328
Si, 1.3365, 6.7783, 26.3283
Si, 6.7557, 6.7938, 26.2573
Si, 4.0828, 9.524, 26.2584
Si, 9.4931, 9.5325, 26.3006
Si, 2.7381, -0.015, 27.66
Si, 8.2062, -0.0251, 27.7286
Si, -0.0283, 2.7373, 27.7406
Si, 5.4643, 2.7238, 27.6793
Si, 2.7093, 5.481, 27.7467
Si, 8.1788, 5.4732, 27.653
Si, -0.0139, 8.203, 27.661
Si, 5.4598, 8.1977, 27.6816
Si, 4.1018, 1.3673, 29.0603
Si, 9.5708, 1.3673, 29.0603
Si, 1.3673, 4.1018, 29.0603
Si, 6.8362, 4.1018, 29.0603
Si, 4.1018, 6.8362, 29.0603
Si, 9.5708, 6.8362, 29.0603
Si, 1.3673, 9.5708, 29.0603
Si, 6.8362, 9.5708, 29.0603
Si, 0, 0, 30.4275
Si, 5.469, 0, 30.4275
Si, 2.7345, 2.7345, 30.4275
Si, 8.2035, 2.7345, 30.4275
Si, 0, 5.469, 30.4275
Si, 5.469, 5.469, 30.4275
Si, 2.7345, 8.2035, 30.4275
Si, 8.2035, 8.2035, 30.4275
Si, 1.3673, 1.3673, 31.7948
Si, 6.8362, 1.3673, 31.7948
Si, 4.1018, 4.1018, 31.7948
Si, 9.5708, 4.1018, 31.7948
Si, 1.3673, 6.8362, 31.7948
Si, 6.8362, 6.8362, 31.7948
Si, 4.1018, 9.5708, 31.7948
Si, 9.5708, 9.5708, 31.7948
Si, 2.7345, 0, 0.6835
Si, 8.2035, 0, 0.6835
Si, 0, 2.7345, 0.6835
Si, 5.469, 2.7345, 0.6835
Si, 2.7345, 5.469, 0.6835
Si, 8.2035, 5.469, 0.6835
Si, 0, 8.2035, 0.6835
Si, 5.469, 8.2035, 0.6835
Si, 4.1018, 1.3673, 2.0507
Si, 9.5708, 1.3673, 2.0507
Si, 1.3673, 4.1018, 2.0507
Si, 6.8362, 4.1018, 2.0507
Si, 4.1018, 6.8362, 2.0507
Si, 9.5708, 6.8362, 2.0507
Si, 1.3673, 9.5708, 2.0507
Si, 6.8362, 9.5708, 2.0507
Si, 0, 0, 3.418
Si, 5.469, 0, 3.418
Si, 2.7345, 2.7345, 3.418
Si, 8.2035, 2.7345, 3.418
Si, 0, 5.469, 3.418
Si, 5.469, 5.469, 3.418
Si, 2.7345, 8.2035, 3.418
Si, 8.2035, 8.2035, 3.418
Si, 1.4168, 1.3209, 4.7605
Si, 6.8538, 1.3775, 4.8213
Si, 4.1341, 4.1191, 4.7415
Si, 9.5603, 4.0939, 4.7809
Si, 1.3895, 6.8534, 4.7769
Si, 6.8333, 6.8456, 4.7776
Si, 4.1167, 9.5615, 4.8482
Si, 9.5451, 9.6171, 4.7441
Si, 2.7573, -0.0045, 6.2446
Si, 8.2693, 0.0581, 6.2079
Si, 0.0724, 2.7473, 6.0546
Si, 5.5589, 2.8532, 6.1488
Si, 2.8528, 5.5474, 6.1013
Si, 8.1887, 5.4652, 6.1417
Si, 0.0184, 8.2869, 6.0539
Si, 5.5756, 8.2606, 6.2268
Si, 3.8908, 1.7781, 7.341
Si, 9.9434, 1.1923, 7.4485
Si, 1.6344, 3.9742, 7.2996
Si, 6.7047, 4.3623, 7.6467
Si, 4.4662, 6.6169, 7.4878
Si, 9.375, 7.1124, 7.2776
Si, 1.0974, 9.763, 7.5422
Si, 7.2106, 9.3954, 7.5845
O, 1.318, 4.0677, 24.5398
O, 6.8098, 9.5494, 24.4334
O, 2.6846, 2.8106, 7.7718
O, 8.2872, 8.1899, 7.8864
O, 5.5367, 5.4774, 8.0801
O, 0.0303, 0.0079, 8.0177
O, 4.0416, 6.7701, 24.4676
O, 9.5359, 1.3298, 24.4979
O, 1.5422, 8.8628, 8.89
O, 1.085, 4.6363, 8.6922
O, 9.3863, 2.0189, 8.7445
O, 6.8828, 10.0033, 9.0897
O, 4.6056, 1.501, 8.8027
O, 3.7391, 7.3549, 8.7719
O, 7.4272, 3.75, 9.0302
O, 10.0752, 6.4878, 8.6034
O, 3.113, 2.2789, 23.7767
O, 5.1361, 0.5273, 23.6002
O, 7.5642, 2.9021, 23.6629
O, 10.3804, 5.776, 23.7333
O, 8.5711, 7.7156, 23.5995
O, 2.2091, 8.5027, 23.634
O, 5.5767, 4.74, 23.6651
O, 0.4174, 10.4915, 23.7217
Si, 3.0439, 8.6168, 9.5212
Si, 7.2531, 4.6738, 14.1624
Si, 1.1596, -1.2507, 13.3046
Si, 3.8109, 1.1401, 22.8594
Si, 6.1988, 0.3765, 15.7859
Si, 1.9715, 1.8548, 16.8802
Si, 1.5992, 9.7932, 22.8499
Si, 3.9867, 10.3886, 13.9872
Si, 0.4751, 7.1111, 12.0085
Si, -2.0224, 7.2691, 13.6839
Si, 5.7806, 0.0362, 18.8639
Si, 4.6284, 6.0539, 14.3532
Si, 11.5857, 10.0807, 20.0531
Si, 6.4311, -1.0107, 10.6548
Si, 4.0776, 11.4671, 9.9795
Si, -1.2004, 8.5484, 18.2861
Si, 0.0134, -2.8616, 15.58
Si, 0.8124, 3.02, 14.1366
Si, 1.6673, 5.862, 14.5468
Si, 6.829, 4.0981, 22.8328
Si, 6.8989, 3.2781, 16.6285
Si, 8.7914, 3.1399, 9.7572
Si, 4.6456, 8.206, 12.0369
Si, 4.4063, -3.7269, 17.2148
Si, 2.3675, 1.3073, 12.3871
Si, -6.8064, 4.1301, 17.9015
Si, -2.9655, -0.5909, 13.3201
Si, 6.9289, 8.3248, 18.8983
Si, 5.2406, 2.6431, 20.4782
Si, 8.9119, 6.4192, 19.965
Si, 11.4039, 2.1477, 19.6087
Si, 10.8852, 5.4401, 9.508
Si, -1.8311, 3.6988, 18.6215
Si, -1.8125, -4.5851, 22.8833
Si, 2.9822, 10.0203, 17.9212
Si, 8.8863, 2.3379, 12.7996
O, 4.9214, 7.026, 15.6497
O, 2.5177, 0.2871, 16.8798
O, 7.7292, 4.3541, 15.7009
O, 0.7574, 8.7255, 12.0382
O, 2.6146, -1.4404, 14.0454
O, 3.4219, 8.5503, 17.2834
O, -1.0824, 2.6439, 19.6034
O, 5.3242, 11.1093, 10.9412
O, 1.5199, 6.4601, 13.0537
O, 0.7253, 6.3468, 10.61
O, 6.452, -1.2331, 19.6455
O, 7.5177, 7.2914, 20.0136
O, -7.2729, 0.8768, 13.2728
O, -2.4148, 4.8929, 19.5788
O, 8.1617, 8.7107, 17.8741
O, 7.7371, 6.1566, 13.6858
O, 4.1847, -0.2383, 18.7861
O, 12.2909, 3.2987, 20.344
O, 2.7916, -0.0779, 22.5532
O, -5.9901, 9.4258, 13.0948
O, 6.2817, 3.5041, 21.4075
O, 4.4046, 3.6454, 19.4667
O, 3.1961, 5.3688, 14.6865
O, 0.598, 0.7298, 20.4073
O, 0.9708, -1.6517, 21.4407
O, 7.5544, 10.309, 11.7421
O, 5.8662, 8.3973, 10.9516
O, 5.6304, 4.7873, 14.1564
O, 1.7861, 9.6972, 18.9632
O, 0.7466, 4.544, 14.7169
O, -0.2317, -2.168, 17.0091
O, 3.7302, 10.0652, 9.1999
O, -2.447, 8.8159, 13.5114
O, 5.544, 14.94, 17.1196
O, 9.8698, 6.8374, 12.4373
O, 1.2726, 2.0742, 15.4007
O, 7.099, -0.4019, 14.6881
O, 0.8571, 1.8892, 18.0476
O, 1.1222, 11.2038, 12.6974
O, -1.0106, 7.0226, 18.8338
O, 7.9139, 5.288, 22.6748
O, 0.1409, -1.6143, 14.5235
O, 6.4254, 0.009, 17.3552
O, -5.2201, 7.5867, 18.1067
O, 4.6932, -0.1388, 15.3904
O, 1.8741, 2.7821, 12.8828
O, 4.1581, 1.8881, 21.4496
O, 10.1417, -1.3128, 19.4399
O, 9.6751, 6.6295, 21.3853
O, -0.6462, 2.8296, 13.4516
O, 2.8272, 1.1943, 10.8145
O, 7.7328, 3.4094, 13.2683
O, -4.9244, 1.463, 19.63
O, 1.2905, 7.0464, 15.6172
O, 3.7656, -5.1792, 17.7691
O, -3.0844, 2.9281, 17.8921
O, 4.6313, -4.089, 12.9185
O, 8.8469, 0.7934, 13.3378
O, 6.4856, 1.9839, 15.7111
O, 3.2583, 8.3376, 11.138
O, 9.826, 4.3583, 10.1015
O, 8.6549, 2.3544, 11.1788
O, 3.0694, 3.065, 17.2057
O, -1.2549, -3.7947, 15.1254
H, 13.1766, 3.0648, 20.6647
O, -0.7637, 4.2571, 17.5192
H, -1.1265, 4.7277, 16.7514

Results
free energy: -134562.574 eV
free energy less fixed offsets of H -15.97, O -568.88, Si -635.61 eV per atom: 0.206 eV

Forces (eV/angstrom), in the order of the atoms: element, x, y, z
Si, 0.0141, -0.0171, 0.0136
Si, -0.0227, 0.0192, 0.0352
Si, 0.014, -0.0106, 0.0063
Si, -0.0206, 0.0198, 0.0323
Si, -0.0254, 0.018, 0.0305
Si, 0.0138, -0.0151, 0.0206
Si, -0.0236, 0.0226, 0.0323
Si, 0.0189, -0.0196, 0.0178
Si, 0.007, -0.0077, 0.0025
Si, -0.0039, 0.0049, -0.0058
Si, 0.0094, -0.0067, 0.0011
Si, 0.0008, 0.004, -0.0047
Si, -0.0012, 0.0052, -0.0038
Si, 0.0056, -0.0033, 0.0044
Si, -0.0005, 0.0014, -0.0031
Si, 0.0063, -0.0043, 0.002
Si, 0.0006, 0.0015, 0.0076
Si, 0.0013, 0.0031, 0.0082
Si, -0.002, 0.0024, 0.0135
Si, 0.0016, 0.0013, 0.0059
Si, -0.0037, 0.0019, 0.0106
Si, -0.0001, 0.0036, 0.008
Si, 0.0002, 0.0025, 0.0081
Si, -0.0028, 0.0018, 0.004
Si, -0.0288, -0.0958, -0.1622
Si, -0.0927, -0.1181, 0.358
Si, -0.1623, 0.0092, 0.3749
Si, -0.0282, 0.0119, -0.1866
Si, 0.0216, 0.1405, 0.1873
Si, -0.0751, -0.0314, -0.2711
Si, -0.0151, -0.0569, -0.2421
Si, -0.0987, -0.1878, 0.1583
Si, -0.0364, 0.0373, -0.007
Si, -0.0315, -0.052, -0.0135
Si, -0.0666, -0.0175, -0.0255
Si, 0.0139, -0.0671, -0.0024
Si, -0.0016, -0.0795, -0.0034
Si, -0.0316, 0.0067, -0.0162
Si, 0.0323, -0.0396, -0.0025
Si, -0.0675, -0.0277, -0.016
Si, 0.0336, -0.0095, -0.0077
Si, -0.0115, 0.0421, -0.0249
Si, -0.0002, -0.018, -0.0178
Si, 0.0058, 0.0567, -0.0225
Si, -0.0422, 0.013, -0.0274
Si, 0.0448, -0.0057, -0.0032
Si, -0.0231, 0.0276, -0.0189
Si, 0.0216, -0.0261, -0.0155
Si, 0.008, -0.0132, 0.0279
Si, 0.0112, 0.0202, 0.022
Si, -0.0435, -0.002, 0.0019
Si, 0.0112, -0.0315, 0.022
Si, -0.0019, 0.0268, 0.0204
Si, 0.0056, -0.0573, 0.0294
Si, 0.0358, -0.0328, 0.0209
Si, -0.0553, 0.0136, -0.0003
Si, -0.0098, 0.0915, 0.0005
Si, 0.0874, 0.0416, -0.0034
Si, -0.0013, -0.019, 0.0287
Si, 0.0214, 0.0557, 0.0083
Si, 0.0709, 0.011, -0.0066
Si, 0.0255, 0.074, 0.0062
Si, -0.0121, 0.0436, 0.0121
Si, 0.0121, -0.054, 0.01
Si, 0.0396, 0.1177, -0.3435
Si, -0.0224, 0.0134, 0.4093
Si, 0.22, -0.134, -0.1419
Si, -0.039, -0.1042, -0.03
Si, 0.0062, 0.0266, 0.1304
Si, 0.0755, 0.2718, -0.3915
Si, 0.2257, 0.1554, 0.057
Si, -0.0278, -0.0175, -0.1641
Si, -0.003, -0.0025, -0.011
Si, -0.0022, 0.0002, -0.0076
Si, 0.0041, 0.0031, -0.0105
Si, -0.0015, 0.0023, -0.0073
Si, -0.0049, -0.0006, -0.009
Si, 0.0037, 0.0072, 0.0016
Si, -0.0021, -0.0019, -0.0057
Si, -0.0147, -0.0005, -0.0068
Si, 0.0047, -0.0029, 0.0063
Si, 0.0036, 0.0014, 0.0029
Si, -0.0089, -0.0013, 0.0022
Si, 0.0105, -0.0086, 0.0044
Si, 0.0054, 0.0089, 0.0095
Si, 0.0031, -0.0064, -0.0057
Si, 0.0112, -0.0072, 0.0047
Si, 0.0021, -0.0051, -0.0014
Si, 0.0056, -0.0145, -0.0107
Si, -0.0219, 0.0209, -0.0274
Si, -0.0331, 0.0376, -0.0034
Si, 0.0085, -0.006, -0.0114
Si, -0.0218, 0.0173, -0.0205
Si, -0.0077, 0.0069, 0.0478
Si, 0.0144, -0.0125, -0.0171
Si, -0.0059, 0.0052, -0.0027
O, 0.0099, -0.0098, -0.0232
O, 0.0027, -0.0038, -0.0228
O, 0.0147, -0.02, 0.0201
O, 0.0221, -0.0217, 0.0037
O, 0.0004, -0.0007, 0.0201
O, 0.0016, -0.0024, 0.0231
O, 0.0089, -0.0046, -0.0222
O, 0.0043, -0.0037, -0.0236
O, -0.0022, -0.0035, 0.0107
O, 0.0057, 0.0009, 0.0032
O, 0.0022, -0.0018, 0.0123
O, -0.0028, -0.0021, 0.0121
O, 0.0005, -0.0003, 0.019
O, 0, -0.0065, 0.0146
O, 0.0009, 0.0017, 0.0016
O, -0.0169, 0.0087, -0.0379
O, -0.0043, 0.0032, 0.0053
O, -0.0027, 0.0038, -0.0083
O, -0.0014, -0.0012, -0.0075
O, 0.0005, -0.0018, -0.007
O, -0.0021, -0.0001, -0.004
O, -0.0014, 0.0018, -0.0105
O, -0.003, -0.0009, -0.0046
O, 0.001, 0.0007, -0.0022
Si, 0.0006, -0.0006, -0.0171
Si, -0.0025, -0.0043, 0.0014
Si, -0.0015, -0.0046, 0.0041
Si, 0.0023, -0.0063, -0.002
Si, 0.0003, -0.0019, -0.0002
Si, -0.0005, 0.0008, 0.0047
Si, 0.0045, 0.0015, 0.0023
Si, 0.0054, -0.0032, 0.0062
Si, 0.0043, -0.0046, -0.0126
Si, -0.003, 0.0008, 0.0039
Si, -0.0013, -0.001, -0.0019
Si, -0.0005, -0.0024, 0.0059
Si, 0.006, -0.003, -0.0028
Si, -0.0008, 0.0048, -0.0183
Si, 0.0062, -0.0049, -0.0273
Si, -0.0042, 0.0009, -0.0082
Si, 0.0034, -0.0033, -0.0016
Si, -0.0084, 0.0076, 0.0049
Si, 0.0075, 0.0038, 0.0068
Si, 0.0011, -0.0024, -0.0002
Si, -0.0041, 0.0012, -0.003
Si, 0.0055, 0.0073, 0.0042
Si, -0.0081, -0.0061, -0.0089
Si, -0.0025, -0.0045, -0.0016
Si, 0.0022, -0.0017, -0.0065
Si, -0.0006, 0.0022, -0.005
Si, -0.0001, -0.0055, -0.0096
Si, -0.0018, -0.0039, -0.0055
Si, 0.0024, 0.001, 0.0045
Si, -0.005, 0.003, 0.0008
Si, 0.0098, -0.0029, 0.0002
Si, -0.0069, 0.0063, -0.0005
Si, -0.002, 0.0012, -0.0056
Si, -0.0066, -0.0024, 0.0067
Si, 0.0005, -0.0019, -0.0033
Si, -0.0046, 0.006, -0.0017
O, -0.0005, 0.0001, 0.0019
O, -0.0031, 0.0018, 0.0035
O, 0.0012, -0.0006, -0.0009
O, 0.0015, 0.0031, 0.0055
O, 0.0032, 0.0004, -0.0001
O, -0.0012, 0.0048, 0.0045
O, -0.0001, -0.0009, 0.0076
O, 0.0033, -0.0033, 0.0038
O, 0, -0.0019, 0.0089
O, -0.0018, 0.0015, 0.0115
O, 0.0021, 0.0008, 0.0081
O, 0.0011, -0.0018, 0.0075
O, -0.0011, 0.0002, 0.0009
O, 0.0032, -0.0076, 0.0049
O, 0.0032, -0.0005, 0.0043
O, 0.0037, 0.0038, 0.0016
O, 0.0004, -0.0003, 0.0018
O, -0.0052, -0.0102, -0.0021
O, -0.0052, -0.0002, 0.0057
O, 0.0003, 0.0039, 0.0071
O, -0.0085, -0.0084, -0.0057
O, -0.0037, 0.0026, 0.002
O, -0.0058, 0.0015, -0.0036
O, -0.0025, 0.0161, -0.0032
O, -0.0028, -0.002, 0.0026
O, 0.0076, -0.0019, 0.0251
O, 0.0009, 0.0008, 0.0067
O, 0.0045, 0.0023, 0.0001
O, -0.0001, 0.0007, 0.0059
O, 0.0002, -0.0032, -0.0006
O, 0.0001, -0.0017, 0.0063
O, 0.0033, 0.0063, 0.0151
O, 0.0055, -0.0022, 0.0017
O, -0.002, -0.0028, 0.0036
O, -0.0039, 0.0062, 0.0125
O, 0.0044, -0.0024, 0.0061
O, -0.001, 0.0025, 0.0024
O, 0.0048, 0.0007, 0.0063
O, -0.0022, 0.0013, 0.0005
O, 0.006, -0.0002, 0.0016
O, 0.006, 0.0055, 0.0057
O, -0.0001, -0.0009, 0.0024
O, -0.0021, 0.0025, 0.0025
O, 0.0029, 0.0021, 0.0058
O, 0.0013, -0.001, -0.0006
O, 0.0001, -0.0021, 0.0032
O, 0.002, 0.0054, 0.0003
O, -0.0017, 0.0003, 0.006
O, 0.0023, 0.0009, -0.0048
O, 0.0016, -0.0026, -0.0008
O, -0.0029, 0.0051, 0.0103
O, 0.0069, 0.0011, 0.0042
O, 0.0002, -0.0023, 0.0045
O, -0.0007, -0.002, -0.005
O, 0.0021, -0.0024, 0.0039
O, 0.0022, 0.001, 0.0089
O, 0.0001, -0.0009, 0.0041
O, -0.0012, -0.0056, -0.0016
O, 0.0012, -0.0036, 0.0016
O, 0.0082, -0.0008, 0.02
O, -0.0042, -0.0049, 0.0004
O, 0.0045, -0.0014, 0.0092
O, -0.0034, -0.0041, 0.0025
O, -0.0018, 0.0033, -0.0104
H, -0.0022, 0.0003, -0.003
O, -0.0016, -0.0017, 0.0048
H, -0.0002, 0.0013, -0.0028

The program warned: the cutoff lies below the one the program advises for these potential files; the forces do not sum to zero within the program's tolerance; the exchange-correlation potential is rough where the density is thin.
